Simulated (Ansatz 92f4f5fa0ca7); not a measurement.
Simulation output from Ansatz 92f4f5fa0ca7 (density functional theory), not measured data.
Periodic cell of 360 atoms, Si240O120, from a study of silicon, its oxide and their interface. The atomic structure is a simulated model.
Doubt: the cutoff is far below the 930 eV that the study's wrapper takes by default for these files, so forces and energies are approximate.
This geometry differs little from another in the collection (a relaxation step or a small displacement).

Settings: functional PBE; potential files Ansatz PAW; basis plane waves; wave-function cutoff 580 eV; density cutoff ratio 5; exchange-correlation grid ratio 1; k mesh 1 x 1 x 1, Gamma-centred; self-consistency stop 5e-08 eV per atom in the density residual; occupations fixed; spin none; net charge 0.

Cell vectors (angstrom)
a, 11.6015, 0, 0
b, 0, 13.3963, 0
c, 0, 0, 41.1567

Atoms: element, x, y, z (angstrom)
Si, 0, 2.2327, 1.1851
Si, 3.8672, 2.2327, 1.1851
Si, 7.7343, 2.2327, 1.1851
Si, 1.9336, 5.5818, 1.1851
Si, 5.8008, 5.5818, 1.1851
Si, 9.6679, 5.5818, 1.1851
Si, 0, 8.9308, 1.1851
Si, 3.8672, 8.9308, 1.1851
Si, 7.7343, 8.9308, 1.1851
Si, 1.9336, 12.2799, 1.1851
Si, 5.8008, 12.2799, 1.1851
Si, 9.6679, 12.2799, 1.1851
Si, 1.9336, 1.1164, 1.9745
Si, 5.8008, 1.1164, 1.9745
Si, 9.6679, 1.1164, 1.9745
Si, 0, 4.4654, 1.9745
Si, 3.8672, 4.4654, 1.9745
Si, 7.7343, 4.4654, 1.9745
Si, 1.9336, 7.8145, 1.9745
Si, 5.8008, 7.8145, 1.9745
Si, 9.6679, 7.8145, 1.9745
Si, 0, 11.1635, 1.9745
Si, 3.8672, 11.1635, 1.9745
Si, 7.7343, 11.1635, 1.9745
Si, 1.9336, 1.1164, 4.3426
Si, 5.8008, 1.1164, 4.3426
Si, 9.6679, 1.1164, 4.3426
Si, 0, 4.4654, 4.3426
Si, 3.8672, 4.4654, 4.3426
Si, 7.7343, 4.4654, 4.3426
Si, 1.9336, 7.8145, 4.3426
Si, 5.8008, 7.8145, 4.3426
Si, 9.6679, 7.8145, 4.3426
Si, 0, 11.1635, 4.3426
Si, 3.8672, 11.1635, 4.3426
Si, 7.7343, 11.1635, 4.3426
Si, 0, 0, 36.8162
Si, 3.8672, 0, 36.8162
Si, 7.7343, 0, 36.8162
Si, 1.9336, 3.3491, 36.8162
Si, 5.8008, 3.3491, 36.8162
Si, 9.6679, 3.3491, 36.8162
Si, 0, 6.6981, 36.8162
Si, 3.8672, 6.6981, 36.8162
Si, 7.7343, 6.6981, 36.8162
Si, 1.9336, 10.0472, 36.8162
Si, 5.8008, 10.0472, 36.8162
Si, 9.6679, 10.0472, 36.8162
Si, 0, 0, 39.1843
Si, 3.8672, 0, 39.1843
Si, 7.7343, 0, 39.1843
Si, 1.9336, 3.3491, 39.1843
Si, 5.8008, 3.3491, 39.1843
Si, 9.6679, 3.3491, 39.1843
Si, 0, 6.6981, 39.1843
Si, 3.8672, 6.6981, 39.1843
Si, 7.7343, 6.6981, 39.1843
Si, 1.9336, 10.0472, 39.1843
Si, 5.8008, 10.0472, 39.1843
Si, 9.6679, 10.0472, 39.1843
Si, 0, 2.2327, 39.9737
Si, 3.8672, 2.2327, 39.9737
Si, 7.7343, 2.2327, 39.9737
Si, 1.9336, 5.5818, 39.9737
Si, 5.8008, 5.5818, 39.9737
Si, 9.6679, 5.5818, 39.9737
Si, 0, 8.9308, 39.9737
Si, 3.8672, 8.9308, 39.9737
Si, 7.7343, 8.9308, 39.9737
Si, 1.9336, 12.2799, 39.9737
Si, 5.8008, 12.2799, 39.9737
Si, 9.6679, 12.2799, 39.9737
Si, -4.2892, 6.3605, 23.7277
Si, 1.1738, 0.6079, 29.5628
Si, 7.6728, 3.6264, 28.2
Si, -2.7841, 7.6744, 31.0477
Si, 4.3415, 4.8966, 30.8222
Si, 9.3946, 5.8184, 32.768
Si, 4.5984, 6.6382, 29.3018
Si, -0.9743, 11.2994, 30.5079
Si, 9.7352, 12.1001, 32.6677
Si, 3.7722, 8.8424, 32.6213
Si, 9.15, 10.5579, 24.4136
Si, 8.2855, 14.9083, 30.2422
Si, 1.4632, 2.6726, 30.7333
Si, 3.8959, 2.4683, 30.8897
Si, 10.6979, -0.2171, 28.8812
Si, 1.0251, 8.4968, 24.203
Si, 3.1879, -0.3993, 28.9624
Si, 5.0645, 10.889, 25.8077
Si, -4.5372, 11.0457, 28.3702
Si, 7.0027, 14.4604, 27.0854
Si, 3.2016, 8.5161, 30.1879
Si, -0.4535, 12.5993, 25.7843
Si, 9.1637, 18.8667, 26.2415
Si, 10.6406, 14.4554, 23.2611
Si, 4.861, 0.1929, 30.5383
Si, 3.9568, 2.246, 33.1968
Si, 7.905, 2.0729, 32.6545
Si, 1.7621, 5.5225, 33.0234
Si, 5.5141, 5.4359, 32.8586
Si, 10.8852, 8.8229, 30.7512
Si, -0.065, 8.8739, 33.0299
Si, 2.5352, 10.6965, 29.154
Si, 7.7517, 8.8163, 32.8667
Si, 1.2467, 11.9413, 30.8336
Si, 1.876, 18.593, 30.6989
Si, 13.4496, 12.2074, 33.0544
Si, 1.9974, 1.0831, 33.7763
Si, 5.9464, 1.1159, 33.7147
Si, 9.8615, 1.0146, 33.4626
Si, -0.2454, 4.5215, 33.6263
Si, 3.6814, 4.4508, 33.9127
Si, 7.608, 4.3846, 33.4395
Si, 1.9168, 7.7804, 33.6585
Si, 5.7245, 7.7291, 33.5098
Si, 9.6092, 7.8462, 33.937
Si, -0.0636, 11.0911, 33.8111
Si, 3.8387, 11.0888, 33.5645
Si, 7.6386, 11.1707, 33.3749
Si, 1.9355, 1.1062, 36.0958
Si, 5.828, 1.1164, 36.0614
Si, 9.6981, 1.1005, 35.9275
Si, -0.046, 4.4749, 36.0067
Si, 3.8537, 4.4663, 36.1859
Si, 7.7265, 4.4499, 35.9149
Si, 1.9355, 7.8149, 36.0267
Si, 5.7847, 7.8113, 35.9486
Si, 9.6718, 7.8119, 36.2072
Si, -0.0102, 11.1549, 36.1205
Si, 3.8744, 11.1418, 35.9794
Si, 7.7083, 11.172, 35.8901
Si, -0.0226, 0.0102, 5.096
Si, 3.8721, 0.0131, 4.9868
Si, 7.7378, -0.0028, 5.1677
Si, 1.9393, 3.366, 5.0441
Si, 5.8205, 3.3564, 5.1021
Si, 9.6999, 3.3691, 5.2609
Si, 0.0023, 6.7062, 5.0918
Si, 3.892, 6.6855, 5.1143
Si, 7.7397, 6.6929, 5.2844
Si, 1.9315, 10.0461, 5.0169
Si, 5.798, 10.0227, 5.1303
Si, 9.6465, 10.0685, 5.2618
Si, -0.0752, 0.0841, 7.4425
Si, 3.8753, 0.0525, 7.2713
Si, 7.7477, 0.0513, 7.5653
Si, 2.0475, 3.4145, 7.3515
Si, 5.9556, 3.3962, 7.4505
Si, 9.8861, 3.4628, 7.7535
Si, 0.0822, 6.8116, 7.43
Si, 3.9987, 6.6687, 7.4699
Si, 7.8123, 6.711, 7.8365
Si, 1.9226, 10.0534, 7.3141
Si, 5.7506, 9.9762, 7.5004
Si, 9.5588, 10.1726, 7.7682
Si, 0.2979, 2.245, 8.3513
Si, -0.0984, 1.8005, 13.9285
Si, 7.847, 1.8589, 10.6632
Si, 7.388, 3.7683, 12.0843
Si, 3.537, 5.4991, 12.0965
Si, 13.2238, 1.762, 10.3431
Si, 0.008, 9.0725, 8.2105
Si, 3.7579, 8.8902, 8.2076
Si, 4.5624, 9.0135, 12.0206
Si, 1.8933, 12.3112, 7.8473
Si, 5.7287, 12.2409, 8.0853
Si, 9.6674, 12.4812, 8.5596
Si, 3.9603, 2.5541, 10.3534
Si, 4.6627, -1.042, 10.142
Si, 11.8396, 0.6534, 11.9264
Si, -0.4558, 0.2447, 16.6519
Si, 5.8306, 5.4822, 8.5318
Si, 7.5881, 8.9724, 8.6226
Si, -1.9866, 13.5116, 10.897
Si, 8.764, 11.086, 12.5698
Si, 8.6642, 9.6995, 15.2327
Si, 2.3882, 12.9276, 9.9651
Si, 7.1168, 7.1745, 15.0341
Si, 12.1971, 8.7503, 10.4568
Si, 2.0269, 5.6363, 8.1796
Si, 9.9343, 5.7701, 8.6189
Si, 6.9389, -4.4101, 11.0743
Si, 5.2823, 4.5251, 10.8215
Si, 5.0964, -0.0531, 12.8858
Si, 6.8013, -1.0375, 17.8154
Si, -3.7356, 2.318, 8.3418
Si, 1.959, 6.1218, 10.4904
Si, 11.7916, 10.1942, 12.2406
Si, 5.6205, 14.3604, 10.8949
Si, 2.3856, 17.2022, 14.3826
Si, 2.9578, 8.3522, 10.3658
O, 19.7121, 8.2086, 27.7472
O, 10.2376, 20.1123, 12.1283
O, -1.5388, 4.3029, 25.5601
O, 1.4186, 8.6692, 18.9375
O, -9.0005, 2.5878, 23.0477
O, 18.0252, -0.2748, 13.83
O, -3.3078, 5.0967, 11.7413
O, 4.0161, 14.359, 13.6258
O, -2.4685, 17.1345, 21.2863
O, -14.9257, -1.337, 18.4668
O, -2.7729, 12.6372, 12.089
O, -4.3588, 6.6347, 16.5778
O, 13.7906, 21.1207, 23.3626
O, -7.7615, -17.0314, 18.8592
O, 15.1187, -2.2324, 26.1451
O, -0.0367, 13.1493, 20.0478
O, 5.4049, 4.5971, 25.916
O, 20.3692, 9.3247, 25.419
O, -12.8601, 12.2412, 16.6116
O, 6.978, 13.8878, 23.4278
O, -1.6719, 8.5931, 20.7356
O, 31.4263, -6.2237, 19.0511
O, -9.9627, 11.1726, 19.5365
O, 4.1672, 5.8348, 27.8877
Si, 9.5322, 11.3391, 17.6932
Si, 4.9376, 14.6956, 18.9713
Si, 3.8171, 15.234, 23.8197
Si, -4.2057, 8.2286, 29.2353
Si, 1.9469, 10.8122, 26.2138
Si, 2.4148, 9.7418, 19.6327
Si, 11.6857, 11.5215, 19.9276
Si, 6.8406, 0.4748, 15.2065
Si, 6.0244, 11.2496, 21.3728
Si, -0.7821, 17.3732, 24.1675
Si, 11.3856, 7.632, 26.9213
Si, -6.1281, 17.6529, 19.4564
Si, 9.7087, 2.8215, 17.7161
Si, -4.7405, 6.9225, 18.1546
Si, 1.7874, 20.0341, 15.4576
Si, 10.5376, 9.4973, 21.9623
Si, 3.9231, 0.1415, 21.4363
Si, 5.4648, 9.7767, 18.7574
Si, -0.46, 6.6217, 10.7019
Si, -1.8551, 7.3596, 19.6559
Si, -0.0953, 22.1119, 14.9198
Si, 5.6376, 8.9624, 23.466
Si, 13.2099, 25.4225, 11.9711
Si, 2.3041, 14.4251, 17.404
Si, 0.8855, 3.0806, 19.0641
Si, 17.2067, 12.4294, 32.6744
Si, 3.0443, 7.9616, 21.9882
Si, 4.8149, 17.7999, 27.4128
Si, 9.4853, 18.6415, 21.7988
Si, -4.829, 13.354, 29.1682
Si, 0.5678, 21.4437, 17.7238
Si, -2.8418, 16.2258, 14.7674
Si, -2.5668, 9.3497, 27.0319
Si, 2.1524, 30.8904, 23.467
Si, -10.7186, 14.372, 20.7004
Si, -3.5701, 2.9637, 20.3836
Si, 1.0741, 7.4184, 29.7717
Si, 7.0104, 12.8301, 24.6736
Si, 4.9793, 4.4384, 24.3613
Si, 15.5779, 11.3526, 12.2339
Si, 11.8133, 15.7121, 32.8105
Si, 2.632, 5.1631, 20.6568
Si, -7.5, 15.027, 15.1016
Si, -2.9617, 6.5306, 12.4476
Si, 7.8786, 0.2677, 22.0686
Si, 3.9872, 2.2804, 8.0483
Si, 4.0507, 1.6751, 26.7407
Si, 4.2423, 7.2275, 13.6369
O, -3.8661, 7.6913, 11.7287
O, -5.6085, 18.8012, 23.5517
O, -18.6165, 12.0508, 21.1998
O, -9.887, 23.6144, 27.7433
O, 1.7818, 15.9316, 17.7821
O, 6.085, 17.3876, 28.3668
O, 26.7361, 14.0672, 18.4079
O, 7.6398, 16.9237, 13.7506
O, 0.9937, 13.4452, 17.4135
O, -12.1855, 3.5411, 18.4253
O, 3.3949, -8.534, 24.2205
O, -0.2167, 0.69, 15.1185
O, -8.4771, 7.3969, 14.8678
O, -8.7285, 6.783, 20.8477
O, 16.6952, 2.8833, 23.8431
O, 0.2804, -4.2884, 16.4821
O, 17.1375, 25.628, 25.0027
O, 17.5221, 10.7794, 27.2028
O, -16.3325, 7.9257, 23.6937
O, -2.4752, 3.4495, 16.2814
O, 16.1693, 8.1404, 22.5418
O, 1.5143, 20.2803, 17.0534
O, 9.4418, 0.181, 22.5661
O, 19.566, 2.382, 27.1859
O, -1.4145, 1.2886, 17.4498
O, 3.7299, 3.2082, 15.0955
O, 10.6155, -2.4775, 18.8362
O, 4.8006, 28.0349, 20.5986
O, 10.5572, -8.2965, 23.0106
O, -1.7087, 8.7273, 14.7751
O, -3.1017, 16.2447, 18.8158
O, 12.097, 20.9805, 25.4469
O, -12.7753, 11.2953, 25.1096
O, -0.835, 7.5049, 18.3788
O, 7.7768, 14.8793, 20.9991
O, -4.9338, 3.8456, 20.4811
O, -3.4435, 16.4874, 29.6737
O, -8.7896, -9.1694, 12.8857
O, 8.8918, -3.2743, 16.7971
O, -1.4371, 10.3977, 12.1135
O, 0.2243, 14.6643, 22.1669
O, -3.3942, -12.0748, 15.0462
O, 2.6082, 22.7287, 21.2068
O, 14.5443, 14.2627, 15.9327
O, -7.5022, 0.4622, 23.0234
O, -29.6154, 2.8801, 18.5502
O, 11.4908, -4.6612, 23.0524
O, 23.6873, 34.0048, 14.6421
O, 32.522, -3.3582, 22.8876
O, 7.2882, 12.2995, 21.3661
O, -3.0221, 10.9617, 14.1929
O, -14.7742, -8.4786, 27.5908
O, 1.8735, 4.8046, 22.049
O, 19.5309, -1.8172, 24.288
O, -3.3811, 19.4758, 22.3992
O, 5.864, -15.7756, 17.7672
O, -0.9655, 9.0657, 27.2739
O, 6.1258, 0.2633, 18.5331
O, 5.9651, 21.6956, 18.2634
O, -5.6205, 32.396, 18.6438
O, -14.6438, -2.6005, 27.6742
O, 15.3435, 3.1435, 27.4404
O, 10.16, 16.1567, 13.924
O, -22.0087, 2.7241, 14.2866
O, 1.0975, 25.5872, 26.069
O, -9.2394, 13.689, 20.9881
O, 13.4802, -8.3522, 15.2773
O, -4.7091, -3.5789, 29.4818
O, 27.3258, 4.5738, 20.3235
O, -1.4178, -6.8329, 26.8367
O, 3.2713, 14.9447, 25.3269
O, 5.1491, 9.4943, 24.9444
O, 17.2563, -6.5742, 14.4019
O, -13.4743, 14.3267, 29.6139
O, -17.0311, 36.9472, 20.1753
O, -9.9975, 4.4946, 19.5556
O, 17.7138, 7.2411, 29.111
O, -5.5548, 10.34, 22.7093
O, -7.8794, 0.3801, 27.6147
O, -13.0847, 6.0246, 20.5187
O, 0.5438, 9.7199, 13.8019
O, 11.3416, 10.7734, 21.3408
O, -17.5955, 14.8413, 15.7076
O, 7.5306, 23.7597, 11.7791
O, 0.8343, 4.0165, 24.4132
O, -3.8929, 13.4908, 25.984
O, -10.0264, 9.8479, 24.9462
O, 12.4365, -6.1316, 28.1138
O, -3.4848, 19.4461, 25.1222
O, -0.4611, 0.3665, 24.6497
O, 7.3066, 22.2031, 15.0749
O, 8.26, -20.2882, 14.0484
O, 7.096, 12.6941, 16.265
O, 10.4858, 13.0597, 27.2266
O, 5.6339, 28.4121, 26.4017
O, 10.1878, 2.5566, 23.6944

Results
free energy: -220803.372 eV
free energy less fixed offsets of O -568.88, Si -635.61 eV per atom: 8.628 eV

Forces (eV/angstrom), in the order of the atoms: element, x, y, z
Si, -0.0288, -0.0045, -0.0336
Si, -0.0074, 0.0124, 0.0336
Si, 0.0103, -0.0886, -0.039
Si, 0.0157, 0.0083, -0.0182
Si, -0.05, 0.0051, -0.0162
Si, -0.0003, -0.0711, 0.0179
Si, 0.0077, 0.0378, 0.0796
Si, -0.0039, 0.0633, 0.001
Si, -0.0406, -0.0392, -0.0078
Si, 0.0337, 0.0269, 0.0432
Si, 0.0017, -0.0052, 0.0128
Si, 0.0046, -0.0154, 0.018
Si, -0.116, 0.0138, -0.0245
Si, 0.1527, 0.0565, -0.0262
Si, -0.0928, 0.1521, 0.002
Si, -0.0708, 0.0023, -0.0047
Si, 0.0892, 0.0096, 0.0186
Si, 0.1299, 0.1015, -0.0365
Si, 0.0723, -0.1154, -0.0284
Si, 0.1386, -0.0847, 0.0029
Si, -0.1214, 0.0859, -0.0552
Si, -0.1721, -0.0059, -0.0122
Si, 0.0803, -0.0782, -0.0088
Si, 0.032, 0.0065, -0.0259
Si, -0.2589, 0.1103, -0.3798
Si, 0.4039, 0.1112, -0.273
Si, -0.1854, 0.3601, 0.1649
Si, -0.2164, 0.0219, -0.1313
Si, 0.2425, 0.0289, -0.3594
Si, 0.4275, 0.2122, 0.4947
Si, 0.1888, -0.2136, -0.2457
Si, 0.3255, -0.2111, 0.0913
Si, -0.3204, 0.1844, 0.6791
Si, -0.423, 0.0205, 0.1073
Si, 0.2295, -0.1283, -0.3797
Si, 0.0346, -0.05, 0.3139
Si, -0.1835, 0.0553, 0.2606
Si, 0.1819, -0.2496, -0.1257
Si, 0.3953, -0.2053, -0.3427
Si, -0.5484, -0.015, 0.2547
Si, 0.3569, 0.0204, 0.0917
Si, -0.2281, -0.2076, -0.4346
Si, 0.3233, -0.1994, 0.3176
Si, 0.0443, 0.3235, 0.2965
Si, -0.508, -0.3397, -0.2141
Si, 0.2144, -0.0912, 0.0354
Si, 0.084, -0.0771, -0.4859
Si, -0.5111, 0.3851, 0.2121
Si, -0.0819, 0.055, 0.0139
Si, 0.0807, -0.0755, 0.0214
Si, 0.1582, -0.0835, 0.0293
Si, -0.2197, 0.0287, 0.0087
Si, 0.1238, 0.0195, 0.0049
Si, -0.1123, -0.1131, 0.0208
Si, 0.1271, -0.0664, -0.0022
Si, 0.0312, 0.1336, 0.0077
Si, -0.1924, -0.1358, 0.0052
Si, 0.0833, 0.0142, 0.0223
Si, 0.0504, -0.0219, 0.0278
Si, -0.2075, 0.1368, 0.0367
Si, 0.027, -0.0067, 0.044
Si, 0.0165, -0.0061, -0.0988
Si, -0.0042, 0.0754, 0.0069
Si, -0.0052, -0.01, 0.0496
Si, 0.0268, 0.0009, 0.046
Si, 0.0122, 0.068, -0.0859
Si, -0.0063, -0.0414, -0.0902
Si, 0.0031, -0.0617, 0.0297
Si, 0.0344, 0.0481, -0.01
Si, -0.0368, -0.0252, -0.0271
Si, 0.0066, 0.0144, -0.0428
Si, -0.0106, 0.0074, 0.073
Si, 0.0019, -0.0001, 0.0026
Si, 0.0404, -0.0117, 0.0002
Si, -0.0003, -0.0039, -0.0068
Si, 0.0107, -0.0177, 0.0005
Si, -0.0179, -0.0011, 0.0722
Si, -0.0235, 0.0173, 0.0089
Si, 0.0025, 0.0059, -0.0268
Si, -0.0499, -0.0254, -0.0028
Si, 0.0042, -0.0119, -0.0018
Si, 0.0072, -0.0072, -0.0007
Si, 0.0017, -0.0013, -0.0002
Si, -0.0268, 0.0197, 0.0117
Si, -0.0106, 0.0028, -0.0397
Si, -0.0075, 0.0228, 0.0007
Si, -0.0071, -0.0242, -0.0229
Si, -0.0016, -0.0032, 0.0012
Si, -0.1126, -0.0358, 0.1761
Si, 0.0004, -0.0036, -0.0132
Si, 0.0217, 0.0089, 0.0181
Si, 0.0122, -0.0181, 0.0457
Si, 0.0074, 0.0104, 0.0066
Si, -0.0028, 0.0026, 0.0115
Si, 0.0021, 0.0018, -0.003
Si, -0.0044, 0.004, 0.004
Si, 0.0026, -0.0257, 0.022
Si, 0.0265, -0.0155, 0.0077
Si, -0.001, -0.0026, -0.0073
Si, 0.0289, -0.01, -0.0142
Si, -0.0067, -0.0091, -0.0211
Si, -0.0037, 0.0196, 0.0152
Si, -0.0038, -0.0007, -0.0044
Si, -0.0447, -0.0232, 0.0253
Si, -0.0053, 0.003, 0.0148
Si, 0.0721, 0.0221, -0.0251
Si, 0.0019, 0.0016, -0.0023
Si, 0.004, -0.0023, 0.0216
Si, -0.0006, -0.0088, 0.0122
Si, -0.0125, 0.0033, 0.0024
Si, 0, 0.007, -0.0027
Si, 0.0024, -0.0063, -0.0243
Si, -0.0064, 0.0125, 0.0026
Si, -0.0049, 0.0039, -0.0012
Si, 0.0013, 0.0154, 0.0115
Si, -0.0011, 0.0096, 0.0028
Si, -0.0014, 0.004, 0.0031
Si, 0.0035, 0.0035, 0.0203
Si, -0.0149, 0.0016, 0
Si, 0.003, -0.0061, -0.006
Si, 0.0075, -0.0042, -0.0038
Si, 0.0049, -0.0012, 0.0031
Si, 0.0078, -0.0043, 0.0043
Si, -0.0059, 0.0046, 0.0153
Si, 0.005, -0.0013, 0
Si, 0.0049, 0.0026, 0.0023
Si, -0.001, -0.0013, -0.0053
Si, 0.0045, -0.0017, -0.0031
Si, 0.0031, -0.0007, 0.005
Si, -0.0078, -0.006, -0.0038
Si, 0.0002, -0.0025, 0.0015
Si, -0.002, 0.0024, 0.0063
Si, -0.0087, 0.0061, 0.0018
Si, 0.0023, 0.0063, 0.0058
Si, 0.0016, -0.0006, -0.0038
Si, 0.004, 0, 0.0041
Si, -0.0008, 0.0004, -0.0023
Si, 0.0044, -0.0003, 0.0013
Si, -0.0019, -0.0036, -0.0072
Si, 0.0022, -0.0073, -0.0059
Si, -0.0017, -0.0031, -0.0035
Si, -0.005, 0.0024, -0.0003
Si, -0.0024, -0.0079, 0.0024
Si, -0.0088, 0.0043, -0.0029
Si, -0.0006, 0.0001, -0.0109
Si, -0.0054, 0.0002, -0.0069
Si, -0.0097, -0.0061, 0.0012
Si, -0.0007, 0.0055, -0.008
Si, 0.0019, -0.0029, 0.0045
Si, -0.0022, -0.0009, -0.0042
Si, 0.0125, 0.0039, 0.0189
Si, -0.0011, -0.0018, 0.0021
Si, 0.0091, -0.0041, 0.0036
Si, 0.0034, 0.0052, -0.007
Si, -0.0077, 0.0059, -0.0093
Si, 0.0122, -0.0032, 0.0024
Si, 0.0047, -0.0036, -0.0001
Si, -0.0009, 0.0012, -0.0275
Si, -0.0042, 0.0231, 0.0167
Si, 0.0094, -0.0335, -0.0177
Si, -0.01, 0.0306, -0.0414
Si, -0.008, 0.0411, -0.001
Si, -0.01, -0.0091, 0.0359
Si, 0.014, 0.0082, -0.0111
Si, -0.0192, -0.0131, -0.0049
Si, -0.0037, 0.0025, -0.0099
Si, 0, -0.0056, 0.0101
Si, 0.0014, 0.005, 0.0025
Si, -0.0075, 0.0062, -0.0104
Si, -0.016, 0.0168, -0.0256
Si, -0.0001, -0.0038, 0.0171
Si, -0.0031, -0.0015, -0.011
Si, -0.0009, -0.0003, 0.0021
Si, -0.004, -0.0003, 0.001
Si, 0.0109, -0.0004, -0.0155
Si, 0.0066, -0.0045, 0.0061
Si, 0.0043, 0.0049, 0.0007
Si, 0.0545, -0.0606, 0.0246
Si, -0.0019, 0.0027, -0.0018
Si, -0.0058, 0.0219, -0.0164
Si, -0.0092, -0.0061, 0.0038
Si, -0.0073, -0.001, -0.0026
Si, 0.0002, -0.0098, -0.0085
Si, -0.001, 0.0061, -0.0058
Si, -0.0026, 0.0098, -0.0263
Si, 0.0023, -0.0013, -0.0043
Si, 0.0086, 0.0075, -0.002
Si, 0.0363, 0.0213, -0.007
Si, 0.0309, -0.0075, -0.0338
Si, -0.0021, -0.0388, 0.0157
Si, -0.0298, -0.0367, 0.0122
Si, -0.0162, -0.0408, 0.0255
O, 0.001, 0.0029, -0.0102
O, -0.0188, -0.0052, 0.0085
O, 0.0011, -0.001, -0.0005
O, 0.0025, 0.0032, 0.0042
O, -0.0043, 0, -0.004
O, 0.0244, 0.0072, 0.0292
O, 0.0044, 0.0086, 0.0012
O, -0.0111, 0.0043, 0.0086
O, 0.0006, -0.0016, -0.0007
O, -0.0009, 0.0026, 0.0072
O, -0.0107, -0.0031, 0.0086
O, 0.0003, -0.0003, 0.0007
O, 0.0011, 0.0001, -0.0014
O, -0.0057, 0.0004, 0.0003
O, 0.0053, 0.0043, -0.0041
O, 0.0058, 0.0159, 0.0038
O, 0.004, -0.0025, 0.0037
O, -0.0012, 0.0019, 0.0024
O, 0.0002, 0.0027, -0.0008
O, -0.0036, 0.0051, -0.0014
O, -0.0005, -0.001, -0.0019
O, 0.0009, 0, 0.0007
O, -0.0008, 0.0033, 0
O, -0.0003, 0.005, -0.0024
Si, -0.0032, -0.0022, -0.006
Si, 0.0039, -0.0024, -0.0042
Si, 0, 0.0062, -0.0027
Si, 0.0111, 0.0027, 0.002
Si, -0.0074, -0.0059, -0.0001
Si, 0.0007, -0.0033, -0.0012
Si, -0.0027, -0.0115, -0.0019
Si, -0.012, -0.0063, -0.0228
Si, 0.002, -0.0017, -0.0011
Si, -0.0004, 0.004, 0.0049
Si, 0.0013, 0.0021, 0.0043
Si, 0.003, 0.0026, -0.0028
Si, -0.0087, 0.0015, -0.0068
Si, 0.0007, 0.0015, -0.0017
Si, -0.0036, 0.0072, -0.0005
Si, -0.0022, -0.0021, 0.0018
Si, 0.0086, 0.0006, 0.0022
Si, 0.0032, 0.0033, -0.0011
Si, 0.0135, 0.0155, -0.0141
Si, -0.0003, 0.0041, -0.0007
Si, 0.0051, 0.0006, 0
Si, 0.0013, -0.005, -0.0033
Si, -0.0032, -0.0006, -0.0189
Si, 0.0082, -0.0073, -0.0123
Si, -0.0002, 0.0135, -0.0145
Si, 0.0005, 0.0142, -0.0043
Si, -0.0017, 0.0007, 0.0029
Si, -0.0028, 0.0018, -0.002
Si, -0.0018, 0.0033, 0.0042
Si, 0.0008, -0.0095, -0.0111
Si, -0.0021, 0.0021, -0.005
Si, 0.0059, -0.0054, -0.004
Si, 0.0005, -0.002, 0.0029
Si, 0.0005, 0.0024, 0.0044
Si, -0.0009, -0.0172, 0.0201
Si, -0.0008, 0.0017, -0.0001
Si, -0.0047, 0.0021, -0.0201
Si, 0.0011, 0.004, 0.0026
Si, -0.0023, 0.0044, -0.0041
Si, -0.0071, 0.0228, 0.0092
Si, 0.0007, 0.0012, 0.0115
Si, 0.0032, 0.0057, 0.0062
Si, 0.0131, -0.021, -0.0225
Si, 0.0071, 0.004, -0.0059
Si, -0.0017, -0.0006, -0.0013
Si, -0.0106, 0.0031, 0.0069
Si, -0.0019, 0.1434, -0.0443
Si, 0.0015, 0.0143, -0.0233
O, 0.0018, -0.0078, 0.0011
O, -0.0019, -0.0021, -0.0001
O, -0.0041, 0.0035, 0.001
O, 0.0034, 0.0037, -0.0061
O, -0.0037, 0.007, 0.0064
O, -0.0007, 0, -0.0038
O, -0.0033, 0.0012, 0.0067
O, -0.0066, 0.0059, -0.0086
O, -0.0021, 0.0023, 0.0062
O, 0.0117, 0.0005, 0.0088
O, -0.001, -0.0002, -0.0002
O, -0.0049, -0.0052, 0.0196
O, 0.0048, -0.0003, 0.0017
O, -0.0011, -0.0011, -0.0022
O, 0.005, -0.0011, 0.0042
O, 0.001, 0.0004, 0.0023
O, -0.0085, 0.0005, 0.0041
O, -0.027, 0.0083, -0.0122
O, -0.0009, 0.0024, 0.0006
O, 0.0013, 0.0024, 0.002
O, -0.0003, 0.0008, 0.0002
O, 0.0014, -0.0011, 0.0017
O, -0.0002, -0.0004, -0.0016
O, 0.0184, 0.0103, -0.0062
O, 0.003, -0.0026, 0.0037
O, 0.0233, 0.0054, 0.0336
O, 0.0073, 0.0019, 0.0067
O, -0.0039, -0.0001, 0.004
O, 0.0008, 0.0007, -0.0013
O, -0.0075, -0.0019, 0.0012
O, 0.001, 0.0012, 0.0023
O, 0.0014, 0.0006, -0.0024
O, -0.003, -0.0106, -0.005
O, -0.0008, -0.0018, 0.0017
O, 0.0001, 0.0013, -0.0003
O, 0.0013, -0.0008, 0.002
O, -0.0009, -0.0103, 0.015
O, 0.0137, -0.0315, -0.0333
O, -0.0005, 0.0012, 0.0029
O, -0.037, 0.0152, 0.0158
O, 0.0082, -0.0023, -0.0117
O, 0.0078, 0.0052, 0.0048
O, -0.0002, 0.0026, -0.0005
O, -0.0119, -0.0052, 0.0092
O, -0.0022, -0.0024, -0.0019
O, -0.0014, 0.0003, -0.0007
O, 0.0008, 0.0007, 0.0005
O, -0.0018, -0.0013, 0.0029
O, -0.0007, 0.0017, 0.002
O, 0.0009, 0.0027, 0.0004
O, 0.0014, 0.0029, -0.0022
O, 0.0009, 0.0091, 0.0019
O, -0.0012, -0.0009, -0.0034
O, 0.0039, -0.0074, -0.004
O, 0.0003, 0.0006, -0.0011
O, -0.0017, -0.0024, 0.0025
O, -0.0006, 0.0046, -0.0005
O, -0.0029, 0.0056, 0.0045
O, -0.001, 0.0006, 0.0001
O, -0.0015, -0.0011, 0.0005
O, 0.0074, 0.0102, -0.0046
O, -0.0125, 0.0216, 0.0085
O, -0.0085, 0.0057, 0.0074
O, 0.0026, 0.0059, 0.0096
O, 0.0111, 0.0052, -0.0018
O, -0.0148, 0.007, -0.0052
O, -0.0215, 0.0413, 0.0246
O, 0.0019, -0.0216, 0.0164
O, -0.0029, -0.0003, -0.0003
O, -0.0052, -0.0025, -0.0003
O, -0.0329, 0.005, -0.0466
O, 0.0008, -0.0004, 0.003
O, 0.0059, -0.0006, 0.0119
O, 0.0174, -0.0038, 0.0235
O, 0.0008, 0.0013, 0.0028
O, -0.0063, -0.0073, -0.0021
O, -0.019, -0.0093, 0.0014
O, 0.0007, 0.0044, -0.0005
O, 0.074, -0.1064, -0.0465
O, 0.0015, -0.0006, -0.0025
O, -0.0034, 0.001, -0.0006
O, 0.0021, 0.0058, -0.0015
O, 0.0022, 0.0062, 0.0097
O, 0.0033, 0.0206, 0.0101
O, 0.001, 0.0006, -0.0006
O, 0.0242, -0.0149, -0.0048
O, 0.002, 0.0028, -0.0012
O, 0.0041, -0.0003, 0.0049
O, -0.0017, 0.0021, 0.0007
O, -0.0006, 0.0105, -0.0078
O, -0.0051, -0.0027, -0.0015
O, 0.0012, 0.0006, 0.0042
O, 0.0023, -0.0079, 0.0068
O, -0.0105, -0.0036, -0.0077
O, 0.0341, 0.0517, -0.076
O, -0.0001, -0.0027, -0.0047

The program warned: the cutoff lies below the one the program advises for these potential files; the forces do not sum to zero within the program's tolerance; the exchange-correlation potential is rough where the density is thin.
